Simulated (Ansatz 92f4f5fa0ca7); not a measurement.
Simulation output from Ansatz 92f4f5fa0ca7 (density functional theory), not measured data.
Periodic cell of 231 atoms, Si140O85As6, from a study of silicon, its oxide and their interface. The atomic structure is a simulated model.
Doubt: the cutoff is low for norm-conserving oxygen, so forces and energies are approximate.
Doubt: the program's own warning below bears on the result.
This geometry differs little from another in the collection (a relaxation step or a small displacement).

Settings
functional: HSE06
potential files: SPMS norm-conserving
basis: plane waves
wave-function cutoff: 800 eV
density cutoff ratio: 4
exchange-correlation grid ratio: 1
k mesh: 1 x 1 x 1, Gamma-centred
occupations: fixed
spin: none
net charge: 0

Cell vectors (angstrom)
a	11.6015	0	0
b	0	10.938	0
c	0	0	32.6625

Atoms: element, x, y, z (angstrom)
Si	0.0376	-0.0662	24.14
As	3.9365	-0.2033	23.9608
As	7.855	-0.3047	23.9522
Si	2.0273	1.2297	24.1978
Si	5.9711	1.1061	24.0751
Si	9.6744	1.2828	24.0961
Si	-0.258	5.4352	24.0059
Si	3.75	5.2912	23.6371
Si	7.8127	5.4954	23.8895
Si	1.7706	6.6895	23.8528
Si	5.7455	6.7735	23.6024
As	9.5972	7.0743	23.9172
Si	1.9397	2.7466	25.9693
Si	5.8077	2.7181	25.8175
Si	9.6242	2.718	25.9596
Si	-0.0434	4.0624	25.9281
Si	3.8653	4.1059	25.7764
Si	7.7104	4.125	25.8643
Si	1.9256	8.0743	25.863
Si	5.7921	8.0687	25.7599
Si	9.66	8.1457	26.0202
Si	0.0066	9.4743	26.008
Si	3.8738	9.4534	25.9327
Si	7.7288	9.4672	25.9846
Si	0.0013	-0.0028	27.8577
Si	3.8685	-0.0429	27.8225
Si	7.6932	-0.022	27.8423
Si	1.9446	1.3453	27.8617
Si	5.7778	1.367	27.7983
Si	9.638	1.3275	27.8551
Si	0.0063	5.4493	27.8439
Si	3.886	5.435	27.7811
Si	7.7163	5.451	27.8284
Si	1.9499	6.7905	27.8389
Si	5.798	6.8191	27.7954
Si	9.6639	6.7718	27.892
Si	1.9336	2.7345	29.7633
Si	5.8008	2.7345	29.7633
Si	9.6679	2.7345	29.7633
Si	0	4.1018	29.7633
Si	3.8672	4.1018	29.7633
Si	7.7343	4.1018	29.7633
Si	1.9336	8.2035	29.7633
Si	5.8008	8.2035	29.7633
Si	9.6679	8.2035	29.7633
Si	0	9.5708	29.7633
Si	3.8672	9.5708	29.7633
Si	7.7343	9.5708	29.7633
Si	0	0	31.6969
Si	3.8672	0	31.6969
Si	7.7343	0	31.6969
Si	1.9336	1.3673	31.6969
Si	5.8008	1.3673	31.6969
Si	9.6679	1.3673	31.6969
Si	0	5.469	31.6969
Si	3.8672	5.469	31.6969
Si	7.7343	5.469	31.6969
Si	1.9336	6.8362	31.6969
Si	5.8008	6.8362	31.6969
Si	9.6679	6.8362	31.6969
Si	1.9336	2.7345	0.9679
Si	5.8008	2.7345	0.9679
Si	9.6679	2.7345	0.9679
Si	0	4.1018	0.9679
Si	3.8672	4.1018	0.9679
Si	7.7343	4.1018	0.9679
Si	1.9336	8.2035	0.9679
Si	5.8008	8.2035	0.9679
Si	9.6679	8.2035	0.9679
Si	0	9.5708	0.9679
Si	3.8672	9.5708	0.9679
Si	7.7343	9.5708	0.9679
Si	0.0193	0.0516	2.8544
Si	3.8592	0.0425	2.885
Si	7.7585	0.0399	2.8653
Si	1.9389	1.43	2.9423
Si	5.8107	1.3826	2.881
Si	9.6911	1.4177	2.8995
Si	0.0425	5.4669	2.9744
Si	3.8544	5.4642	2.9034
Si	7.7358	5.5292	2.8612
Si	1.9403	6.8548	2.9027
Si	5.7791	6.8241	2.862
Si	9.709	6.8308	2.921
Si	1.9572	2.7534	4.9477
Si	5.8434	2.7759	4.7888
Si	9.6978	2.9711	4.7147
Si	0.0632	4.2236	5.0554
Si	3.8974	4.146	4.8715
Si	7.7321	4.2478	4.8131
Si	1.9291	8.2355	4.8181
Si	5.7857	8.223	4.744
Si	9.7153	8.2213	4.8422
Si	0.0068	9.6517	4.7704
Si	3.8697	9.6088	4.7956
Si	7.7543	9.4988	4.6917
Si	-0.0611	0.2339	6.5945
Si	3.8967	0.0115	6.7526
Si	7.876	-0.0177	6.4974
As	1.9839	1.4723	7.0098
Si	5.9238	1.3201	6.6604
Si	9.5519	1.5925	6.52
Si	0.0658	5.6863	7.097
As	3.9234	5.4276	6.9203
Si	7.7615	5.6291	6.7996
As	2.037	7.0684	6.9158
Si	5.7911	6.9542	6.7152
Si	9.7104	7.0373	6.9404
O	6.298	2.3766	7.8812
O	11.1611	10.1259	7.8094
O	7.6954	4.6343	8.1156
O	9.0297	2.3826	7.9058
O	9.6993	8.0309	8.2873
O	3.8761	9.9007	8.026
O	0.0484	5.1158	8.6786
O	5.7658	8.038	7.9719
O	8.3743	10.1905	7.9055
O	5.7622	7.8582	22.3358
O	2.5402	9.0012	18.4432
O	3.6415	4.1662	22.3855
O	9.6192	2.1938	22.7213
O	2.0389	2.1494	22.8418
O	0.0155	9.8932	22.8238
O	1.6001	7.7486	22.6021
O	6.2185	1.6581	22.5287
O	-0.6514	4.4882	22.6976
Si	7.6362	-4.2842	16.6313
Si	5.092	5.165	12.4198
Si	1.3261	13.1772	14.725
Si	0.0334	3.5348	17.1489
Si	4.5676	6.0705	16.7949
Si	2.1226	9.8524	11.6927
Si	-0.4728	19.1327	14.7535
Si	5.673	8.7376	20.972
Si	9.7747	9.6443	8.5169
Si	-5.3649	-0.7473	13.9384
Si	5.5444	1.0277	21.1846
Si	10.2085	7.0667	12.2183
Si	-6.6906	10.8119	11.1385
Si	-1.9732	3.7099	22.1405
Si	9.9947	2.4931	19.3897
Si	-2.3583	9.6487	13.0952
Si	-0.73	0.0297	11.0918
Si	-4.8729	12.7286	15.6565
Si	6.4467	2.609	11.2108
Si	7.3101	12.0202	18.656
Si	13.1989	-0.9255	19.2721
Si	10.7263	19.432	19.3914
Si	3.9312	8.2012	18.5594
Si	8.4023	2.8766	13.5684
Si	-0.3174	2.7947	12.0868
Si	4.7265	8.8428	8.9237
Si	7.7652	8.9692	18.7609
Si	7.6568	3.0556	8.4668
Si	-3.8388	16.7956	13.6732
Si	11.9272	5.4072	10.2715
Si	1.9046	10.1808	14.7897
Si	4.4795	-2.211	15.8121
Si	-8.5887	-3.9228	10.8183
Si	10.4811	6.3125	17.2256
Si	3.0117	13.7354	21.734
Si	0.7385	8.8654	21.824
Si	1.3121	13.029	19.3548
Si	4.1869	14.6123	15.0559
O	0.8302	2.4286	13.1863
O	7.7011	9.9608	13.3262
O	-8.7671	13.7445	14.8967
O	2.1357	10.3094	13.2175
O	1.3584	11.6337	15.2348
O	-3.8378	6.7749	15.01
O	-3.4224	2.0251	14.9344
O	4.3798	19.2634	20.0965
O	5.4894	-1.2256	10.076
O	3.2836	9.76	15.5033
O	11.7242	15.0382	11.2202
O	4.1064	-3.7857	15.665
O	-7.2487	4.5504	13.7125
O	-0.0366	16.0735	17.1181
O	-0.3967	8.17	20.9017
O	8.3045	4.5177	22.6424
O	5.5576	3.9388	11.459
O	-1.7268	2.967	12.8996
O	-6.0536	13.7709	15.2833
O	10.0824	10.8946	12.5115
O	-7.7127	6.6163	18.1754
O	-4.6754	1.8018	17.261
O	0.0977	9.6433	18.7868
O	7.5399	2.8857	10.0578
O	9.6395	3.6107	20.5219
O	6.9111	8.3708	19.9982
O	7.2562	21.379	18.3845
O	8.7742	1.4684	19.2141
O	-0.4326	12.553	10.9717
O	4.076	6.1462	11.655
O	-2.5686	6.0945	12.7159
O	1.7261	9.7065	20.8567
O	5.2807	-0.4776	12.6681
O	1.9592	0.6339	19.0393
O	3.7757	7.7051	9.5687
O	5.4872	1.3557	10.8307
O	-0.2886	7.2973	13.4022
O	10.8993	6.5176	10.8742
O	4.0722	1.6785	21.2414
O	9.8977	10.3045	9.9861
O	7.9135	4.3197	14.0811
O	1.8255	16.951	10.3736
O	-4.2774	13.1965	12.5211
O	4.8749	8.8881	17.3997
O	-1.3271	3.0793	17.9049
O	3.292	10.7181	10.9722
O	-5.2201	6.0501	12.8582
O	-0.8673	7.2834	15.9851
O	6.2067	11.3294	15.0665
O	10.7633	7.1027	18.5921
O	-2.6711	16.7471	17.1534
O	12.4514	9.016	15.1166
O	5.5868	-0.5996	21.2492
O	9.4574	8.4789	11.9937
O	11.3899	1.8037	19.8564
O	6.1944	-4.9549	16.9504
O	1.2815	13.9101	18.0024
O	4.0122	4.6351	16.35
O	7.718	8.0712	17.4151
O	9.2532	-1.8422	19.3369
O	0.6719	10.1565	11.053
O	9.8954	9.2098	14.4998
O	-5.9206	-2.0181	14.7589
O	2.1108	3.0186	20.4136
O	0.2302	3.0079	15.6403
O	2.3965	8.2588	11.6493
O	6.249	1.4909	19.812

Results
free energy: -69884.605 eV
free energy less fixed offsets of As -2657.37, O -447.96, Si -113.29 eV per atom: -3.185 eV
gap between the highest filled and lowest empty level on this k mesh: 1.517 eV

The program warned: the cutoff lies below the one the program advises for these potential files; the model core charge is not resolved on the grid; the forces do not sum to zero within the program's tolerance; the exchange-correlation potential is rough where the density is thin.
